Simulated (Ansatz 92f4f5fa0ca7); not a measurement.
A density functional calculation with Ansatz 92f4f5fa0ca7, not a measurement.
Periodic cell of 252 atoms, Si144O100N8, from a study of silicon, its oxide and their interface. The atomic structure is a simulated model.
This geometry differs little from another in the collection (a relaxation step or a small displacement).

Settings
functional: r2SCAN
potential files: Ansatz PAW
basis: plane waves
wave-function cutoff: 800 eV
density cutoff ratio: 5
exchange-correlation grid ratio: 1
k mesh: 1 x 1 x 1, shifted by 0.5 0.5 0 of a step
self-consistency stop: 1e-10 eV per atom in the density residual
occupations: fixed
spin: none
net charge: 0

Cell vectors (angstrom)
a, 10.887, 0, 0
b, 0, 10.887, 0
c, 0, 0, 35.1702

Atoms and the computed forces on them: element, x, y, z (angstrom), force x, y, z (eV/angstrom)
Si, 0.7664, -0.5728, 0.2477, 0.0001, -0.0213, 0.061
Si, 2.7406, 2.6431, 0.4203, 0.0005, 0.0005, 0.0284
Si, 0.5631, 4.8636, -0.0922, 0.0068, -0.0121, 0.0811
Si, 2.9104, 7.924, 0.3773, -0.0229, 0.001, 0.0598
Si, 4.8952, 0.4355, 0.0612, -0.0001, 0.0118, 0.0613
Si, 7.5576, 3.1648, -0.0566, 0.0084, 0.0091, 0.0667
Si, 5.3509, 5.5525, 0.2114, 0.0039, 0.0073, 0.0506
Si, 8.4266, 8.165, -0.3742, -0.0206, 0.0055, 0.0796
Si, 1.4594, 1.1829, 1.6691, -0.0043, 0.0011, -0.0138
Si, 4.1109, 4.1156, 1.584, 0.0044, 0.0051, -0.0029
Si, 1.4234, 6.522, 1.4406, 0.0006, 0.0135, -0.0129
Si, 4.1419, 9.5642, 1.4925, -0.0015, -0.0107, -0.0114
Si, 6.652, 1.4547, 1.3046, 0.0047, -0.0106, -0.0063
Si, 9.5195, 4.0309, 1.1121, -0.0044, 0.0024, -0.0063
Si, 6.9662, 6.9224, 1.1868, 0.0008, -0.0007, -0.0126
Si, 9.6936, 9.4101, 1.2001, -0.0023, 0.0034, 0.0043
Si, -0.0865, 2.6486, 2.6626, -0.0033, -0.001, -0.0016
Si, 2.8298, -0.086, 2.9938, -0.0001, -0.0021, 0.0056
Si, 0.0397, 8.0247, 2.6815, -0.0034, -0.0008, 0.0034
Si, 2.7486, 5.3817, 2.9389, 0.0058, 0.005, -0.0066
Si, 5.4656, 2.7158, 2.8616, 0.0029, -0.0029, 0.0007
Si, 8.2002, -0.008, 2.4991, 0.0032, 0.0022, 0.0006
Si, 5.6126, 8.2088, 2.6858, -0.0066, -0.0045, -0.0048
Si, 8.2739, 5.473, 2.5758, 0.0043, -0.0004, 0.0022
Si, 1.3091, 3.9773, 4.1087, 0.003, 0.0007, 0.0042
Si, 4.1431, 1.3556, 4.2393, -0.0006, 0.0008, -0.0007
Si, 1.3566, 9.4136, 4.1204, 0.0035, -0.0028, 0.0021
Si, 4.1742, 6.8478, 4.0833, -0.0005, -0.0008, -0.005
Si, 6.8982, 4.1274, 4.0325, -0.003, -0.0003, 0.0051
Si, 9.4781, 1.3125, 4.0216, -0.0026, 0.0021, 0.001
Si, 6.9112, 9.5715, 4.038, 0.0004, -0.0003, 0.0038
Si, 9.5513, 6.7608, 4.0767, 0.0017, 0.003, -0.0049
Si, -0.0181, -0.038, 5.3976, -0.0008, 0.0007, 0.0005
Si, 2.6915, 2.6763, 5.5023, -0.0024, 0.0029, 0.0019
Si, 0.0092, 5.3994, 5.4495, -0.0003, -0.0025, 0.0041
Si, 2.7659, 8.1369, 5.4753, 0.0016, -0.0028, 0.003
Si, 5.5309, -0.0133, 5.4852, 0.0028, -0.0021, 0.0003
Si, 8.1855, 2.7211, 5.4147, 0.0004, -0.0009, 0.0038
Si, 5.5026, 5.4498, 5.4168, 0.001, 0.0016, 0.004
Si, 8.2051, 8.1678, 5.416, -0.0022, -0.0007, 0.0022
Si, 1.327, 1.3085, 6.8199, 0.0022, 0.0014, 0.0036
Si, 4.0869, 4.0925, 6.7667, 0.0024, -0.0027, 0.0045
Si, 1.3789, 6.7709, 6.7983, 0.0012, 0.0013, 0.003
Si, 4.1017, 9.5365, 6.8138, -0.0017, -0.0001, 0.0048
Si, 6.8333, 1.3909, 6.8153, 0, 0.0011, 0.0024
Si, 9.5312, 4.0675, 6.8076, 0.0032, -0.0036, 0.0021
Si, 6.8213, 6.8218, 6.7871, 0.0004, -0.0011, 0.0026
Si, 9.5358, 9.527, 6.7931, 0.0002, -0.0024, 0.0022
Si, -0.0208, 2.698, 8.1673, -0.0012, 0.0007, 0.0024
Si, 2.707, -0.0215, 8.1869, 0.0007, -0.0017, 0.0033
Si, -0.002, 8.1534, 8.1377, 0.0025, -0.0008, 0.0026
Si, 2.7313, 5.4249, 8.1485, 0.0005, -0.0013, 0.0035
Si, 5.4463, 2.7552, 8.146, 0.0031, 0.0018, 0.005
Si, 8.1711, 0.0052, 8.1479, 0.0023, -0.0019, 0.0034
Si, 5.4398, 8.16, 8.1511, 0.0035, -0.0031, 0.0038
Si, 8.1847, 5.469, 8.1515, 0.0011, 0.0002, 0.0041
Si, 1.3211, 4.1072, 9.4923, -0.0022, 0.0007, 0.0048
Si, 4.0849, 1.3853, 9.4917, 0.001, -0.0017, 0.0045
Si, 1.324, 9.4831, 9.5343, 0.0023, 0.0051, 0.0007
Si, 4.0696, 6.8009, 9.5006, 0.0017, -0.0017, 0.0059
Si, 6.8082, 4.1392, 9.5053, 0.0016, -0.0012, 0.0028
Si, 9.4769, 1.373, 9.5286, -0.0025, -0.0014, 0.0051
Si, 6.8173, 9.5122, 9.4901, -0.0015, -0.0018, 0.0036
Si, 9.4983, 6.86, 9.5435, 0.0009, -0.0014, 0.0058
Si, -0.1112, -0.053, 10.8499, 0.0005, -0.0001, 0.004
Si, 2.7128, 2.7784, 10.8065, 0.0051, 0.0018, 0.001
Si, -0.0422, 5.487, 10.8744, -0.005, 0.0007, 0.0005
Si, 2.6648, 8.0806, 10.8811, -0.0074, -0.0044, 0.003
Si, 5.4658, -0.0159, 10.804, 0.0014, 0.0004, -0.0007
Si, 8.1265, 2.7704, 10.8878, 0.0015, 0.0027, 0.0013
Si, 5.5114, 5.5553, 10.8683, 0.0045, 0.0041, -0.0028
Si, 8.1231, 8.2057, 10.9661, 0.001, 0.0004, 0.0018
Si, 1.2775, 1.3704, 12.0171, 0.0016, -0.0011, -0.0002
Si, 4.1201, 4.1923, 12.0928, -0.0013, -0.0099, -0.004
Si, 1.2912, 6.7597, 12.3367, 0.0107, 0.0116, -0.0027
Si, 4.0955, 9.4658, 12.0804, 0.0025, 0.0013, 0.0024
Si, 6.784, 1.3505, 12.1986, -0.0018, -0.0048, 0.0047
Si, 9.4403, 4.205, 12.2465, 0.0012, 0.0017, -0.0079
Si, 6.7655, 6.9024, 12.4165, -0.003, -0.0071, 0.0014
Si, 9.4149, 9.5776, 12.3804, 0.0049, 0.0071, 0.0026
Si, -0.0006, 2.7632, 13.3737, 0.0049, 0.0074, -0.0277
Si, 2.6465, -0.0527, 13.2139, 0.0019, -0.0107, -0.0106
Si, -0.1113, 8.177, 13.7168, 0.0059, 0.0011, -0.0093
Si, 2.8234, 5.4021, 13.5979, 0.0082, 0.0085, -0.0152
Si, 5.3155, 2.7121, 13.4075, 0.0043, -0.0021, -0.0113
Si, 8.0831, 0.1316, 13.803, 0.0038, 0.0048, -0.0046
Si, 5.3404, 8.331, 13.7419, -0.0011, -0.002, -0.0134
Si, 8.0928, 5.4917, 13.8129, -0.0067, -0.0014, -0.0107
Si, 1.7443, 3.5901, 14.6996, 0.021, -0.0581, -0.0085
Si, 3.8176, 1.3235, 14.612, -0.0133, -0.0161, 0.0339
Si, 1.5171, 9.5133, 14.7393, 0.0073, 0.0153, 0.0512
Si, 3.667, 7.2026, 14.9895, -0.0072, -0.0034, 0.092
Si, 6.8447, 3.724, 14.8419, -0.0266, 0.0047, 0.0774
Si, 9.4122, 1.8367, 14.9258, 0.0091, 0.0054, 0.069
Si, 6.1807, 10.1772, 15.0465, 0.0058, 0.0001, 0.0557
Si, 9.4226, 6.9283, 15.234, 0.0106, 0.0054, 0.0546
Si, -3.0347, -1.9901, 17.1756, 0.0161, -0.0183, 0.0923
Si, -8.2329, 7.3966, 28.9956, 0.0057, -0.0107, -0.0462
Si, 8.1928, -14.4837, 19.5644, 0.0018, 0.0036, 0.0057
Si, -6.8606, -13.8368, 26.3456, 0.0176, 0.0002, -0.0509
Si, 22.9065, 1.907, 22.2946, 0.001, 0.0071, -0.0769
Si, 33.2608, 0.9481, 19.3062, 0.0062, 0.0095, 0.0252
Si, 16.2497, 1.6076, 19.6336, -0.0031, -0.0069, -0.0083
Si, -0.0596, 22.9428, 24.9306, 0.0069, 0.0044, -0.0863
Si, 5.9687, 1.786, 28.1881, 0.0018, 0.0002, -0.0595
Si, 2.0049, 2.806, 31.014, 0.0001, 0.0042, 0.0044
Si, 29.5909, 4.4828, 19.0258, 0.0074, 0.0072, 0.0216
Si, 7.0746, 11.3452, 30.5826, 0.0026, 0.0176, 0.0066
Si, -7.4146, -16.8056, 25.2074, -0.0054, 0.0102, -0.0797
Si, 6.3003, 3.6237, 24.4914, -0.0089, -0.0198, -0.077
Si, 6.2418, 18.9304, 21.8063, 0.0054, -0.027, -0.0804
Si, 8.0469, 23.2446, 26.0317, 0.002, 0.0016, -0.0867
Si, -3.5536, 10.8012, 20.8688, 0.0106, -0.0005, -0.0454
Si, 9.9419, 13.6923, 17.8183, -0.0042, 0.0099, 0.067
Si, 8.7802, -8.8818, 32.4183, -0.0162, -0.0073, 0.0555
Si, 1.7531, 19.5434, 31.6781, -0.0341, 0.0027, 0.0232
Si, 6.5198, 11.8479, 23.4756, 0.0006, 0.024, -0.0643
Si, -8.2964, -0.2445, 26.0585, -0.0089, -0.0056, -0.0602
Si, 22.9696, 12.1336, 16.4315, -0.0064, 0.0073, 0.092
Si, -2.3362, 8.3733, 26.5068, -0.0017, 0.0035, -0.0749
Si, -4.5913, -1.2963, 33.0519, 0.0023, 0.007, 0.088
Si, 7.4224, 5.5134, 26.58, -0.0116, -0.0087, -0.0564
Si, 19.6905, 6.5524, 30.0679, -0.0134, -0.0055, -0.0242
Si, -0.5111, -15.1889, 32.6837, 0.0187, 0.008, 0.0846
Si, 13.4854, 4.4203, 22.2714, -0.0085, 0.0195, -0.056
Si, 21.592, 18.7062, 28.1071, 0.0124, 0.0154, -0.0607
Si, 20.5752, -1.243, 19.287, -0.0018, -0.0057, 0.0115
Si, 14.7625, 1.7201, 21.9639, -0.0184, -0.0146, -0.052
Si, 22.3206, -10.3392, 32.5209, -0.0096, -0.0158, 0.0454
Si, 17.2307, 4.7894, 29.0119, 0.0004, -0.0007, -0.0466
Si, 19.4314, -7.4694, 28.1817, -0.0074, -0.0219, -0.0552
Si, 3.8106, 5.1577, 30.7791, -0.0155, 0.0022, -0.0018
Si, 4.2408, 18.2149, 33.0081, 0.019, 0.0045, 0.0707
Si, 14.9774, -19.6565, 25.8678, 0.0082, -0.0007, -0.0538
Si, 0.5317, 16.1923, 17.0896, -0.0379, 0.0303, 0.1819
Si, -2.095, 20.1632, 29.3325, -0.003, 0.008, -0.0348
Si, 5.2589, 25.5512, 17.623, 0.0173, -0.006, 0.0766
Si, 3.3558, 16.9098, 17.7929, -0.0434, 0.0032, 0.0823
Si, 6.3361, 14.9777, 21.3309, 0.0134, 0.0342, -0.0447
Si, 12.3622, 3.222, 26.2642, -0.0095, 0.0018, -0.0679
Si, -4.3928, 19.8512, 24.6621, -0.015, 0.0005, -0.0735
Si, 10.1495, 4.1495, 30.8473, -0.0009, 0.0063, 0.0108
Si, 13.6751, 23.4584, 28.297, 0.0055, -0.0173, -0.0686
Si, 15.0255, -4.575, 20.6941, -0.0026, 0.0111, -0.0382
O, 3.776, 1.5898, 34.8018, -0.0023, -0.0024, -0.0335
O, 1.7445, -1.8388, 34.9728, 0.0096, -0.0005, -0.0209
O, 11.4092, 7.6921, 32.1016, 0.0043, -0.0009, -0.0177
O, -4.0653, 11.848, 27.025, -0.0125, -0.0056, 0.0466
O, -2.7964, 13.1281, 33.8595, 0.0219, -0.0267, -0.0844
O, 0.5808, 11.2195, 34.0979, -0.0112, 0.0227, -0.0854
N, -6.1677, -7.2597, 25.2135, 0.0115, -0.012, 0.032
O, 7.1557, 15.6569, 25.199, 0.0169, 0.0294, 0.0563
O, -4.3165, -0.6603, 31.6087, 0.0068, 0.0059, -0.0424
O, 12.5386, 3.6394, 34.8015, -0.0047, 0.0045, -0.0254
N, 4.0909, 6.7811, 34.6258, 0.0081, -0.01, -0.0478
O, 5.3549, -0.2385, 33.8244, 0.0191, -0.0295, -0.069
O, 9.2654, 7.2718, 33.6843, 0.0322, -0.0316, -0.067
O, 0.8117, -7.0806, 30.5759, -0.0029, 0.0025, 0.0034
O, 2.8838, 19.9284, 25.9224, 0.0005, -0.0054, 0.0251
O, 10.8922, 12.2392, 23.3055, -0.0018, -0.0039, 0.0417
O, 5.8808, 13.6163, 20.6407, -0.0071, -0.0234, 0.0112
O, 1.5814, -9.6237, 18.034, -0.007, 0.0062, -0.0548
O, 4.9506, 0.3563, 15.3754, 0.0048, 0.0064, -0.0218
O, 14.6843, 4.4567, 17.7409, -0.0144, -0.0045, -0.022
O, -8.7828, 4.7113, 26.1053, -0.02, -0.0119, 0.0306
O, 2.5409, 22.9772, 22.7088, 0.0078, -0.0068, 0.0394
O, -1.8099, 9.7945, 17.7756, -0.0096, 0.0055, -0.0156
O, 8.1333, 2.8081, 15.2997, 0.0058, 0.0008, -0.0096
O, 3.9152, 6.7025, 19.1429, 0.0006, -0.0112, -0.0142
O, 6.6667, -1.1025, 16.56, -0.0283, 0.0224, -0.0723
O, 6.485, -13.8569, 23.4107, -0.0092, 0.0173, 0.0282
O, 12.1026, 14.4409, 22.3589, -0.0002, 0.0068, 0.0195
O, 6.4245, 9.5652, 21.3424, 0.0056, 0.0052, 0.0014
O, 14.9433, -4.1709, 16.5048, 0.0115, 0.028, -0.0985
O, 11.9198, 23.2466, 20.7465, -0.0095, 0.0013, 0.0033
O, 14.5666, 3.3198, 21.8068, 0.0153, -0.009, 0.0009
N, 15.241, 2.1053, 27.6177, 0.0025, -0.0018, 0.0506
O, -10.9261, 15.032, 18.0629, 0.0003, -0.0042, -0.008
O, 7.361, 7.1974, 20.9563, 0.0043, 0.0006, 0.0054
O, 7.9876, -1.6744, 25.2655, 0.0069, 0.0094, 0.0344
O, 7.2824, -2.8117, 18.4577, 0.0051, 0.0176, -0.0274
O, 6.2876, -6.2537, 18.526, -0.0016, -0.0112, -0.0374
O, 23.1094, -3.5427, 28.0584, -0.0087, -0.0041, 0.0222
O, 16.3406, 19.4146, 25.8307, -0.0021, -0.0019, 0.0242
O, 9.4509, 14.4902, 29.4896, 0.0074, 0.0008, 0.0199
O, 18.3731, 0.8738, 22.1724, -0.012, 0.001, 0.0398
O, 5.0469, 15.5304, 29.9034, -0.0019, 0.001, 0.0154
O, -5.0406, 3.8823, 16.1299, 0.0379, -0.0099, -0.0903
O, 8.5872, 27.6581, 18.8907, 0.0027, -0.0026, -0.0062
O, 2.449, 0.2212, 27.641, -0.0007, 0.022, 0.0374
O, -9.7703, 21.8906, 25.3928, 0.0098, -0.0007, 0.0283
O, -3.3131, -9.1141, 31.3706, -0.0033, -0.0066, -0.0155
O, 13.4379, -8.5138, 25.4335, -0.0124, -0.0056, 0.0126
O, 1.7334, 6.132, 17.7869, -0.0164, 0.0332, -0.0021
O, 5.0835, 1.4993, 22.9852, 0.0285, -0.0129, 0.0554
O, 2.7355, 5.6629, 21.2275, -0.0001, -0.0133, 0.0197
O, 15.5942, 18.5027, 21.4764, -0.0036, 0.0114, 0.021
O, 1.1068, -0.3119, 15.9388, -0.0035, -0.0428, -0.0554
O, 5.1028, 13.1339, 18.1708, 0.0006, 0.0122, 0.0026
O, -1.9474, -8.6207, 27.1461, -0.0011, -0.0013, 0.032
O, 5.3259, -5.6287, 20.9166, 0.0048, 0.0012, 0.0317
O, -0.7268, -2.7074, 26.6131, 0.0106, -0.0027, 0.0363
O, 2.5311, 19.2391, 15.307, -0.0058, 0.0001, -0.0297
O, -3.2613, -1.5695, 33.9426, -0.0221, 0.0163, -0.0482
O, 7.8618, -3.9142, 26.2078, 0.0163, -0.015, 0.0301
O, 8.8087, 10.4234, 20.3928, -0.0143, 0.0052, 0.0084
O, 8.4285, 14.2359, 18.0458, 0, -0.0072, -0.0239
O, 9.6054, 18.9696, 19.7151, -0.0025, 0.0061, -0.009
O, 9.7591, 6.6551, 28.7447, -0.0107, -0.0106, 0.0207
O, -2.5146, 10.734, 29.8222, 0.0004, -0.0005, 0.0271
O, 17.0645, -11.3574, 24.084, -0.0005, -0.0189, 0.0313
O, 8.3676, -2.9422, 15.967, 0.0144, -0.016, -0.0453
O, -5.2778, 19.0479, 32.8129, -0.008, -0.0117, -0.0311
N, 9.7482, 5.7869, 31.2767, -0.0183, -0.0127, -0.039
N, 13.3108, 2.113, 15.4746, 0.0328, 0.0093, -0.0368
O, 24.7556, 5.0827, 23.6812, 0.004, -0.0001, 0.048
N, 6.8874, 24.9829, 28.5871, -0.0077, 0.0069, 0.023
O, 14.8655, 0.4985, 25.499, 0.0006, 0.0107, 0.0311
O, 7.8017, 15.1468, 20.6398, -0.0076, 0.0065, -0.0023
O, -13.3817, 8.0977, 30.4059, 0.0006, -0.0043, 0.0126
O, 1.63, 2.7456, 27.7988, -0.002, -0.0006, 0.0422
O, 25.6506, -14.0083, 27.9793, -0.0061, -0.0013, 0.0408
O, 19.5364, 15.6659, 27.3206, 0.0047, 0.016, 0.0235
O, 22.9221, 15.413, 15.8582, 0.0485, -0.0654, -0.12
O, 2.3477, -2.4246, 30.1777, 0.009, 0.0004, 0.0004
O, 21.8942, 13.5776, 25.5686, 0.0071, 0.0131, 0.0338
O, 14.0443, 3.8478, 31.4607, 0.0004, 0.0034, 0.0015
O, 12.0778, 10.1654, 31.7674, 0.0053, -0.0127, -0.013
O, 10.2746, -4.614, 16.4777, -0.0549, 0.0334, -0.0713
O, 20.7312, -10.1034, 32.2307, -0.0023, 0.0085, -0.0158
O, 14.8255, 6.4554, 25.6633, 0.0032, 0.0273, 0.0299
O, 21.0045, 12.6479, 19.0291, 0.0005, 0.003, -0.0125
O, 22.0672, 10.2417, 19.3333, -0.0023, -0.0076, 0.0027
O, 6.4296, 4.3529, 34.6937, -0.0075, 0.0096, -0.0478
O, 10.3977, 20.0232, 29.0435, -0.0056, -0.0083, 0.0066
N, 7.0792, 12.9644, 24.6854, 0.0005, -0.0009, 0.0208
O, -8.2403, 1.8033, 29.8954, -0.0052, -0.0071, 0.0249
O, 2.9954, -2.5673, 32.6721, -0.0009, 0.014, -0.0159
O, 9.3099, -10.2118, 25.325, -0.0036, 0.0051, 0.0249
O, 6.1329, -16.218, 27.5835, -0.0017, -0.0105, 0.0367
O, 4.0779, 33.7048, 20.4799, 0.0113, 0.0155, 0.0206
O, -6.5689, 16.996, 31.9624, 0.0066, -0.0042, -0.0158
O, 1.4423, 12.7362, 32.1796, 0.0064, 0.0128, -0.0246
N, 21.3195, 1.9342, 16.3754, -0.0207, -0.0129, -0.075
O, -4.5049, 25.7749, 22.9237, -0.0065, 0.0081, 0.0078
O, 9.604, 3.3415, 32.1219, 0.0115, 0.0053, -0.0177
O, 5.9163, -10.043, 29.5213, -0.0066, -0.0093, 0.0256
O, 29.2519, 16.5375, 29.8138, 0.0181, 0.0166, 0.0103
O, -4.3334, 0.5257, 19.5803, 0.0057, -0.0013, 0.0079
O, 11.1802, 16.3881, 33.5908, -0.023, 0.0384, -0.0982
O, 8.0389, 8.9939, 27.9163, 0.0088, 0.0135, 0.0451
O, 13.7497, 5.9693, 29.7427, -0.0039, 0.002, 0.0079

Results
free energy: -152230.342 eV
free energy less fixed offsets of N -386.36, O -570.45, Si -639.56 eV per atom: 2.178 eV

The program warned: the cutoff lies below the one the program advises for these potential files; the forces do not sum to zero within the program's tolerance; empty levels may hold ghost states of the PAW files; the exchange-correlation potential is rough where the density is thin.
